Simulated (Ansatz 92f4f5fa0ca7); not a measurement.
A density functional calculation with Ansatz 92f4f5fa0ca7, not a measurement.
Periodic cell of 184 atoms, Si120O64, from a study of silicon, its oxide and their interface. The atomic structure is a simulated model.
This geometry differs little from another in the collection (a relaxation step or a small displacement).

Settings: functional r2SCAN; potential files Ansatz PAW; basis plane waves; wave-function cutoff 800 eV; density cutoff ratio 5; exchange-correlation grid ratio 1; k mesh 1 x 1 x 1, shifted by 0.5 0.5 0 of a step; self-consistency stop 1e-10 eV per atom in the density residual; occupations fixed; spin none; net charge 0.

Cell vectors (angstrom)
a, 10.887, 0, 0
b, 0, 10.887, 0
c, 0, 0, 27.4207

Atoms and the computed forces on them: element, x, y, z (angstrom), force x, y, z (eV/angstrom)
Si, -4.8403, 2.8972, -0.7018, 0.0093, 0.0935, 0.0345
Si, -2.1732, 7.9446, -7.732, 0.0015, -0.0196, -0.0611
Si, 4.2956, 14.6772, 0.5983, -0.0625, -0.0708, 0.0773
Si, -1.6983, 1.047, -6.4773, 0.0705, 0.0694, -0.0563
Si, 11.6281, -5.7773, -1.3617, 0.095, 0.0682, 0.0759
Si, 8.3213, 7.2991, -0.135, 0.0197, -0.0984, -0.1638
Si, 4.8316, 10.2452, 1.3299, 0.0484, -0.0676, 0.1216
Si, 3.3317, 13.7319, -7.5608, -0.0289, 0.0191, -0.0034
Si, 9.7796, 4.0455, -6.0423, -0.0776, -0.0082, 0.0265
Si, 8.0405, 5.525, 2.8349, 0.0217, -0.0956, 0.0159
Si, 0.3443, 10.1794, 0.1096, 0.0559, -0.0305, -0.0198
Si, 18.4111, 15.9931, -4.3842, 0.0257, -0.0917, -0.0406
Si, 4.0782, 6.0617, 1.0936, -0.0687, -0.2094, -0.1235
Si, 5.4851, 8.3502, 2.7033, 0.0369, 0.091, 0.0252
Si, 11.3284, 7.7298, 2.8576, 0.0583, -0.0337, 0.0329
Si, 18.9373, 3.618, -1.6941, 0.1553, -0.114, 0.0387
Si, 1.307, 1.1669, 1.3251, -0.0546, -0.0586, 0.1341
Si, 2.9314, 0.0847, 2.6681, 0.0736, 0.1068, -0.0198
Si, -1.0801, 8.7552, 1.323, -0.078, -0.0801, 0.0802
Si, 2.3418, 6.0083, 2.809, -0.028, 0.0513, 0.0079
Si, 5.3566, 3.0233, 2.6771, -0.0554, 0.0225, 0.0314
Si, 8.5442, -0.5549, 2.7068, 0.0942, 0.0129, 0.1878
Si, 4.2177, 11.425, -1.4834, 0.136, 0.0484, 0.1604
Si, 10.8481, 2.6635, 2.6132, -0.0754, -0.0215, 0.0927
Si, 1.3533, 4.1076, 3.9543, 0.0467, 0.0355, -0.0301
Si, 4.1836, 1.4737, 4.0499, -0.0126, 0.0413, 0.1157
Si, 1.51, 9.53, 4.0132, -0.0152, -0.0534, -0.0313
Si, 4.0413, 7.0132, 4.1262, -0.0495, -0.0094, -0.002
Si, 6.6793, 4.2243, 4.1937, -0.0009, 0.048, -0.0314
Si, 9.5364, 1.2608, 3.9758, 0.0687, 0.025, -0.0318
Si, 6.9254, 9.4764, 4.1598, -0.1047, 0.0102, 0.0028
Si, 9.5799, 6.7537, 4.1508, 0.0427, 0.0566, -0.0692
Si, 0.0701, -0.0093, 5.3589, -0.02, -0.0046, 0.0184
Si, 2.7392, 2.7691, 5.3804, 0.0559, 0.0125, -0.0034
Si, -0.0163, 5.3404, 5.4712, 0.0078, -0.0349, -0.0091
Si, 2.7202, 8.2561, 5.5566, 0.083, 0.0121, 0.0363
Si, 5.5311, 0.0531, 5.4155, 0.0356, -0.0249, 0.0375
Si, 8.1324, 2.6967, 5.3403, -0.0289, -0.0406, 0.0032
Si, 5.3357, 5.5687, 5.5102, -0.0024, 0.0508, -0.038
Si, 8.2192, 8.1086, 5.5262, 0.0243, 0.0128, 0.0041
Si, 1.3853, 1.3682, 6.755, 0.033, -0.0139, -0.0331
Si, 4.0218, 4.1184, 6.8168, 0.0181, -0.0573, 0.0035
Si, 1.324, 6.7808, 6.8087, -0.0149, -0.0089, -0.0236
Si, 4.1422, 9.5856, 6.8134, -0.0226, 0.0574, 0.0169
Si, 6.8524, 1.4075, 6.8024, -0.0348, 0.0171, -0.021
Si, 9.4967, 4.0005, 6.8106, -0.0364, 0.0306, -0.052
Si, 6.7838, 6.8091, 6.8583, -0.0246, -0.0269, 0.0152
Si, 9.6094, 9.526, 6.7746, -0.0501, 0.0021, -0.0365
Si, 0.0059, 2.6748, 8.1718, -0.0364, -0.0198, -0.0031
Si, 2.7447, 0.0149, 8.1433, 0.0199, 0.0191, 0.0065
Si, -0.0154, 8.1434, 8.1961, 0.0029, -0.0036, -0.018
Si, 2.6275, 5.3988, 8.1949, 0.0222, 0.0195, 0.0147
Si, 5.461, 2.7682, 8.1468, -0.0022, -0.006, 0.0398
Si, 8.2431, 0.0187, 8.1017, 0.0183, 0.0136, 0.0101
Si, 5.4362, 8.1833, 8.1959, 0.0433, -0.0265, 0.0119
Si, 8.1106, 5.3951, 8.1676, -0.0032, 0.0167, -0.0001
Si, 1.2882, 4.0349, 9.615, -0.0782, 0.0039, 0.0433
Si, 4.1276, 1.3516, 9.4659, 0.0207, 0.0536, -0.0509
Si, 1.4078, 9.4938, 9.5169, -0.0278, -0.0011, 0.0185
Si, 4.0288, 6.7384, 9.4857, -0.021, 0.0166, 0.0169
Si, 6.7777, 4.1009, 9.6117, 0.0374, -0.0381, -0.0119
Si, 9.5704, 1.3157, 9.5529, -0.0256, 0.0026, 0.0093
Si, 6.8522, 9.5908, 9.4333, -0.0149, -0.0079, -0.0232
Si, 9.4043, 6.8153, 9.5154, 0.0145, 0.0425, 0.0086
Si, 0.1016, -0.0296, 10.9095, 0.0067, -0.0066, -0.0016
Si, 2.8189, 2.6429, 10.8705, 0.0236, -0.0206, 0.0144
Si, -0.2378, 5.4078, 10.8918, 0.0399, 0.0148, 0.0527
Si, 2.7025, 8.0575, 10.8853, 0.0041, -0.0168, 0.0138
Si, 5.4589, -0.0475, 10.8226, -0.046, -0.0176, 0.0132
Si, 8.1243, 2.6283, 10.8909, -0.1211, -0.0327, 0.0028
Si, 5.358, 5.481, 10.9732, -0.0159, 0.0714, 0.0995
Si, 8.066, 8.2444, 10.881, -0.0509, -0.0027, 0.0099
Si, 1.6562, 1.1564, 12.2795, 0.0425, 0.0156, -0.1584
Si, 2.1515, 4.8954, 13.3876, 0.0177, -0.1042, -0.1079
Si, 1.2144, 6.7081, 12.1828, 0.0058, 0.0275, -0.0374
Si, 4.4143, 9.1538, 12.1091, 0.0624, -0.0352, -0.1715
Si, 8.2805, 0.1594, 13.5609, -0.0327, 0.0141, -0.1331
Si, 9.3785, 3.9515, 12.3442, 0.0923, -0.1245, -0.0193
Si, 6.2355, 7.3747, 12.1603, 0.0044, 0.1022, -0.1117
Si, 9.521, 9.5654, 12.1996, 0.0751, -0.0454, -0.0124
Si, -3.7648, 6.5164, 14.137, 0.0106, -0.079, 0.1165
Si, 0.7535, 7.5055, 19.5736, 0.0423, 0.0347, -0.1058
Si, -1.6539, 18.0046, 15.0017, -0.1672, -0.0606, -0.0704
Si, 4.0788, 3.9927, 12.3556, -0.0089, -0.0355, -0.0761
Si, 5.5112, 2.6978, 13.8444, 0.1162, 0.0775, -0.2377
Si, 3.3337, -3.5153, 21.7773, -0.0219, -0.0855, -0.0471
Si, 4.651, 11.1746, 18.4814, -0.0383, 0.0076, 0.016
Si, 6.7015, 12.2047, 12.277, -0.0194, 0.0194, 0.0329
Si, 7.7331, -0.1026, 18.7262, 0.0709, -0.0235, -0.0427
Si, 1.291, 0.8522, 16.6209, 0.0287, -0.0232, -0.058
Si, -0.1011, 8.1261, 13.5372, -0.0199, -0.0608, -0.1035
Si, 10.314, 3.4767, 18.4736, 0.002, -0.0495, -0.0679
Si, 3.4597, 8.4178, 19.5532, -0.0422, -0.0367, -0.0861
Si, 11.4594, 3.0532, 13.2383, 0.1034, -0.0801, 0.0299
Si, -4.9631, 7.1203, 16.0193, 0.0083, -0.134, -0.1978
Si, -0.6836, 2.3864, 15.0107, 0.0384, 0.0299, -0.0725
Si, -10.0288, -5.245, 23.0007, -0.0309, -0.0235, -0.003
Si, -6.6887, 30.6921, 24.3035, -0.0413, 0.0058, 0.0587
Si, 8.9416, 0.5914, 25.9487, -0.0784, 0.0069, 0.0117
Si, -29.4984, -0.4072, 13.6625, -0.0944, 0.1148, -0.0629
Si, 22.4399, 1.6019, 19.4162, -0.0197, -0.0271, 0.0054
Si, -3.1569, -1.4376, 16.107, 0.0426, -0.0486, -0.0599
Si, 7.465, -6.6755, 14.1359, -0.0452, 0.1759, 0.0821
Si, -12.6973, 4.1816, 15.8868, -0.1669, 0.0441, -0.12
Si, -12.6648, 14.7767, 28.9334, 0.0846, -0.0659, 0.1085
Si, -19.8765, 5.0771, 18.3631, -0.0005, 0.0482, -0.0202
Si, -11.4695, -2.8723, 22.1574, 0.0335, 0.0032, -0.0502
Si, -1.4952, -5.7528, 26.9304, -0.0655, 0.122, 0.0832
Si, 12.3938, -1.6602, 14.8249, 0.0724, 0.0193, 0.0619
Si, -3.7171, 13.3675, 28.733, 0.0354, 0.103, -0.111
Si, -14.6164, -10.661, 28.4697, -0.1069, 0.1927, -0.0093
Si, 2.3872, 18.7045, 26.6057, -0.0936, 0.0116, 0.0124
Si, -3.588, -2.7945, 24.3061, -0.0875, -0.0455, 0.0185
Si, -28.6252, -20.7102, 15.4159, -0.022, -0.1494, 0.0594
Si, -4.9021, 6.4835, 18.8508, 0.0269, -0.0503, 0.0687
Si, -16.6492, -6.036, 21.202, 0.0471, 0.0061, 0.0211
Si, -8.0231, 28.3737, 15.8684, -0.074, -0.0154, 0.0031
Si, -26.1493, -15.0659, 28.8211, -0.1546, 0.1009, 0.2466
Si, -13.1655, -0.9491, 23.2748, -0.004, 0.0217, 0.0644
Si, -8.4773, 2.5745, 27.2411, 0.0583, 0.0763, 0.0321
O, 6.3773, -13.1437, -10.9171, -0.0728, 0.0155, 0.0107
O, 13.0522, -15.3676, -4.984, -0.0046, 0.0212, 0.0598
O, -18.845, 12.4133, -1.3492, -0.0162, -0.0344, -0.0866
O, -5.3629, 1.5114, -1.4802, -0.0082, -0.0961, -0.0567
O, -13.2213, 0.1186, -2.9495, 0.018, -0.0561, -0.0389
O, -9.4282, 3.7798, -0.7538, -0.025, -0.0447, -0.0422
O, -19.1363, 16.9553, -10.0668, 0.0072, -0.0347, 0.0517
O, -5.1239, 5.146, -7.6846, -0.0016, 0.0042, -0.0605
O, -17.9652, -0.9252, -8.271, 0.0104, 0.0563, -0.0178
O, -37.8182, 8.4544, -2.873, -0.013, -0.0141, 0.0088
O, -31.2592, -10.1446, -9.1906, -0.0206, 0.0224, -0.0513
O, -17.2575, -4.6213, -5.7476, -0.0051, 0.055, -0.0266
O, -46.3837, 10.6614, -10.2845, -0.0083, 0.0389, 0.0387
O, -1.0349, 15.1875, -7.6263, 0.0503, -0.0273, -0.0633
O, 12.783, -8.6608, -7.1107, 0.0184, 0.0469, 0.0234
O, -20.3709, -15.2447, 26.528, -0.0532, -0.0113, 0.0145
O, -4.7669, -15.6704, 17.2804, -0.0284, -0.0026, 0.0426
O, 11.9411, -0.6073, 15.9873, -0.0353, 0.0695, 0.0378
O, -6.7812, 10.5178, 24.601, -0.0084, -0.043, -0.0528
O, -34.6073, 8.3537, 16.0706, 0.0734, 0.1634, 0.0991
O, -15.5804, 4.5014, 22.3532, -0.025, 0.0111, 0.0063
O, 19.8337, 7.8158, 21.2899, -0.029, 0.0079, 0.0402
O, 29.118, -15.1658, 23.6114, -0.0047, 0.1197, 0.0276
O, -8.9209, -2.9851, 15.6429, 0.0287, -0.0372, 0.0018
O, -9.5647, 5.9761, 19.5987, -0.0178, -0.0134, 0.0529
O, 10.6937, 33.3031, 20.4323, 0.016, -0.0316, 0.02
O, -11.6602, 9.3068, 23.0985, -0.0306, 0.0149, 0.0617
O, 18.8893, 18.85, 25.7926, 0.0046, 0.033, 0.038
O, 42.7921, 29.32, 18.9587, -0.0054, -0.0116, -0.0077
O, -0.4618, 10.9116, 26.2992, -0.0235, 0.0459, -0.0457
O, -29.0963, 29.1558, 27.643, 0.0764, -0.0478, 0.0742
O, -13.9168, -32.7027, 26.9819, 0.0201, -0.0693, 0.0108
O, -41.5871, 8.3144, 18.8543, -0.0356, -0.0097, 0.0132
O, 3.7639, -2.3121, 22.7847, 0.0223, 0.0335, -0.004
O, 35.1304, 16.2426, 14.9272, 0.0163, 0.0395, 0.0006
O, -3.4637, 17.9776, 19.2862, -0.0366, 0.0169, -0.0196
O, -6.6744, -20.0775, 19.147, 0.0066, 0.0053, -0.0165
O, -0.0232, 1.731, 16.3544, -0.0111, -0.0199, -0.0338
O, 15.2507, 17.9939, 15.6118, -0.0186, 0.0478, 0.0412
O, -3.3956, 20.9876, 14.6467, -0.0087, 0.0131, 0.0582
O, 9.0321, -28.9982, 17.4529, -0.0312, 0.0202, 0.1324
O, -28.3446, 10.3425, 27.1678, -0.0044, -0.0598, -0.0422
O, -12.5926, 1.2416, 14.3949, 0.0359, 0.0419, 0.025
O, 33.2764, 8.1503, 21.0697, 0.0309, -0.0481, 0.0392
O, -0.3077, 17.6549, 23.1304, 0.0217, 0.0207, 0.0174
O, -13.4292, -20.6126, 19.5413, -0.0026, 0.011, -0.0219
O, 8.6688, -5.8181, 21.9149, 0.0155, 0.0551, -0.0465
O, -6.2655, 22.1956, 16.83, 0.0013, 0.0036, 0.0479
O, -1.2223, 5.7382, 15.8115, 0.1028, -0.0235, -0.041
O, 13.4473, 23.3982, 15.9248, 0.0506, -0.0157, 0.0379
O, -13.7936, -17.7222, 24.1665, -0.0037, -0.0185, 0.0554
O, 36.7887, 14.4576, 21.079, -0.0521, -0.0237, -0.0023
O, -18.6375, -2.7831, 25.212, 0.0508, 0.0133, -0.0355
O, 0.3161, 15.3207, 22.0585, 0.0328, 0.0229, -0.0163
O, -29.6359, 4.0284, 18.8053, 0.0492, -0.0071, 0.0025
O, -12.8482, 2.2167, 25.9179, -0.0186, -0.1338, -0.1169
O, -10.2418, -17.4843, 17.72, 0.0324, 0.0217, 0.0128
O, -37.3908, -10.9187, 18.9171, -0.0179, 0.0059, 0.0131
O, -13.3254, 10.8726, 21.9237, -0.0136, -0.0385, -0.0245
O, -6.1654, -3.3693, 18.9764, 0.0114, 0.0422, 0.0454
O, -9.8463, 15.8978, 24.4677, 0.0126, -0.0229, 0.01
O, 12.4216, 9.1486, 27.0062, 0.0291, 0.0453, 0.0312
O, -12.4455, 2.5041, 21.6497, 0.009, -0.0193, 0.0197
O, 8.3938, -1.4077, 19.3813, -0.0093, 0.0227, 0.0046

Results
free energy: -113247.326 eV
free energy less fixed offsets of O -570.45, Si -639.56 eV per atom: 8.674 eV

The program warned: the cutoff lies below the one the program advises for these potential files; the forces do not sum to zero within the program's tolerance; empty levels may hold ghost states of the PAW files; the exchange-correlation potential is rough where the density is thin.
